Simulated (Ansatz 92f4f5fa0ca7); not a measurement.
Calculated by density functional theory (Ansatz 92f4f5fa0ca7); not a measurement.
Periodic cell of 252 atoms, Si144O100N8, from a study of silicon, its oxide and their interface. The atomic structure is a simulated model.
This geometry differs little from another in the collection (a relaxation step or a small displacement).

Settings: functional r2SCAN; potential files Ansatz PAW; basis plane waves; wave-function cutoff 800 eV; density cutoff ratio 5; exchange-correlation grid ratio 1; k mesh 1 x 1 x 1, shifted by 0.5 0.5 0 of a step; self-consistency stop 1e-10 eV per atom in the density residual; occupations fixed; spin none; net charge 0.

Cell vectors (angstrom)
a	10.887	0	0
b	0	10.887	0
c	0	0	35.1919

Atoms: element, x, y, z (angstrom)
Si	-0.5815	0.4633	0.0524
Si	2.2704	2.8638	0.2764
Si	0.1374	5.1861	0.1694
Si	2.8019	7.9424	-0.5876
Si	5.6958	-0.2047	-0.1783
Si	8.1658	2.675	0.4637
Si	5.9443	4.8421	0.2497
Si	7.7965	8.392	0.2485
Si	1.1201	1.3133	1.4982
Si	4.0802	3.9352	1.4062
Si	1.4298	6.8424	1.156
Si	4.054	9.3983	0.992
Si	6.6929	1.2319	1.4728
Si	9.5411	4.1086	1.6253
Si	6.7659	6.6978	1.4936
Si	9.3994	9.6188	1.4039
Si	-0.0419	2.713	2.9493
Si	2.6787	-0.132	2.5375
Si	0.0138	8.1858	2.5785
Si	2.7509	5.4769	2.6446
Si	5.3636	2.6033	2.8205
Si	8.0873	-0.0226	2.8674
Si	5.3227	8.137	2.6525
Si	8.1706	5.4771	2.8939
Si	1.4115	4.1204	4.0971
Si	3.9936	1.2229	4.0635
Si	1.3473	9.4899	4.0073
Si	4.0328	6.8106	4.0836
Si	6.7596	4.0405	4.1221
Si	9.4475	1.3494	4.2107
Si	6.721	9.449	4.0929
Si	9.5975	6.855	4.092
Si	0.0087	-0.0285	5.4276
Si	2.7309	2.6958	5.4244
Si	0.0373	5.4653	5.458
Si	2.6751	8.1597	5.4337
Si	5.3974	-0.0535	5.4587
Si	8.1139	2.7262	5.5251
Si	5.4201	5.4473	5.4394
Si	8.173	8.165	5.4323
Si	1.3513	1.3634	6.78
Si	4.0902	4.0607	6.8005
Si	1.3726	6.8101	6.8356
Si	4.0428	9.498	6.8103
Si	6.7592	1.3392	6.8312
Si	9.5391	4.0945	6.8027
Si	6.8335	6.7859	6.782
Si	9.5219	9.5314	6.7989
Si	0.017	2.7284	8.1523
Si	2.7227	0.0309	8.1485
Si	-0.0064	8.1744	8.1567
Si	2.7511	5.4388	8.1695
Si	5.4478	2.7329	8.1907
Si	8.1852	0.0227	8.1672
Si	5.4631	8.1576	8.1202
Si	8.1885	5.4428	8.1603
Si	1.3829	4.0799	9.5187
Si	4.0791	1.3841	9.5367
Si	1.3527	9.5635	9.4809
Si	4.1665	6.7817	9.5081
Si	6.8386	4.0933	9.5336
Si	9.5494	1.3975	9.5383
Si	6.797	9.5454	9.4774
Si	9.5543	6.7928	9.5125
Si	0.0328	0.0306	10.8875
Si	2.7565	2.7684	10.9099
Si	0.041	5.441	10.886
Si	2.7877	8.2143	10.7445
Si	5.486	0.0479	10.87
Si	8.212	2.7795	10.9118
Si	5.5185	5.4428	10.9404
Si	8.1384	8.1482	10.7882
Si	1.4116	1.4075	12.2584
Si	4.1524	4.0951	12.3136
Si	1.5136	6.8285	12.0891
Si	4.1108	9.5391	12.1547
Si	6.8328	1.4332	12.253
Si	9.545	4.1497	12.316
Si	6.8898	6.8415	12.2822
Si	9.4695	9.5059	12.0977
Si	0.034	2.7642	13.6314
Si	2.8933	0.0752	13.563
Si	0.0602	8.1609	13.2871
Si	2.8527	5.5887	13.597
Si	5.5428	2.7803	13.7459
Si	8.1547	-0.0322	13.5108
Si	5.4401	8.1985	13.5377
Si	8.2554	5.5674	13.769
Si	1.327	4.3413	14.7954
Si	4.4199	1.1543	15.0594
Si	1.1814	9.7697	14.5157
Si	4.4296	6.7096	15.06
Si	6.6647	4.418	15.0921
Si	9.7511	1.0711	14.7827
Si	6.5637	9.7382	14.8506
Si	10.0879	6.639	14.8691
Si	0.4362	-3.6677	20.8569
Si	-3.6454	19.7113	17.6788
Si	10.4972	-5.3484	22.9303
Si	0.5784	11.688	23.7721
Si	0.187	-2.3021	16.8887
Si	4.5115	4.7718	19.0752
Si	-3.8395	16.7776	26.9322
Si	7.5835	11.7798	26.9811
Si	1.3986	2.2021	28.7907
Si	7.4469	4.0238	18.0853
Si	-6.8709	4.134	28.644
Si	11.5871	-9.5567	18.965
Si	-3.7477	7.3189	21.5902
Si	-2.0639	-4.378	19.2022
Si	24.0423	-4.4586	22.7621
Si	-9.0867	-1.6507	19.2351
Si	-6.357	11.1884	22.7221
Si	-0.0563	-8.08	21.4532
Si	6.0555	2.8493	23.4163
Si	15.1777	7.7585	18.0439
Si	-3.5294	-11.4007	21.7338
Si	2.6469	2.7424	32.6491
Si	-5.8677	-5.5037	21.9954
Si	8.4046	0.8848	24.2008
Si	-1.7088	11.0413	17.5415
Si	2.7583	-8.0464	17.1809
Si	-7.715	0.4345	25.4304
Si	7.9576	23.5407	30.8743
Si	12.8358	-1.4782	22.2574
Si	12.6644	10.3149	30.2276
Si	7.505	5.5027	23.7977
Si	8.369	10.1413	29.365
Si	10.6934	3.0266	31.1326
Si	8.9159	5.4462	30.9096
Si	10.891	9.5156	28.0919
Si	-2.2702	12.5438	19.8627
Si	5.2468	11.9914	32.0329
Si	6.0461	3.9345	31.0541
Si	3.0006	9.4189	27.7538
Si	20.524	7.0413	33.3001
Si	0.6753	9.556	32.9974
Si	-6.3642	17.9485	28.5292
Si	-5.8849	24.362	26.3616
Si	6.7949	3.2122	28.4563
Si	15.0404	5.4571	33.005
Si	10.4604	1.0065	26.4843
Si	4.5269	20.5454	30.0706
Si	30.724	7.3893	28.559
O	-3.7752	3.7662	34.9392
O	-1.6785	1.6478	34.8321
O	-3.3776	4.6563	31.0032
O	15.1584	0.0708	24.304
O	1.1947	4.0026	34.968
O	-1.4868	2.1188	31.5474
O	14.0036	20.5446	30.862
O	3.4003	6.8664	33.4461
O	5.3708	0.4974	33.5518
O	19.7826	6.6652	31.9382
O	20.8488	-0.5108	29.1249
O	10.6861	8.2136	33.0056
O	-2.6829	6.9785	27.1945
O	5.3469	5.4108	34.0644
O	10.8813	10.7516	33.8409
O	6.7857	9.4817	34.7325
O	2.201	3.8861	16.0906
O	0.1656	5.3821	15.2684
O	10.1043	-3.4543	16.3085
O	5.5181	-0.0153	15.4795
O	1.4323	8.9556	15.9164
O	7.191	8.7936	16.0509
O	8.1731	-2.3587	29.4525
O	16.2564	-0.163	30.9648
O	-18.2979	7.8836	27.6113
O	7.6362	11.4271	20.5364
O	9.0777	1.1888	16.2854
N	5.4547	3.6366	29.4617
O	3.7629	12.672	16.4334
O	1.4386	12.9474	17.7157
O	-0.7475	-1.0343	17.1186
O	8.2859	-3.1173	18.3302
O	11.7908	8.2867	18.2804
O	-7.5693	8.8358	18.7898
O	16.471	-4.0506	21.4798
O	0.758	10.0987	31.4676
O	0.1498	10.9688	14.9181
O	0.8543	13.2916	20.1755
O	-2.9339	-4.5079	20.5604
O	4.0121	-3.3842	16.4463
O	5.8181	-11.4001	22.2222
O	11.6976	-0.6665	23.1031
O	3.6954	5.6773	22.9231
O	-3.5712	3.8041	16.4751
O	5.5073	5.5302	15.5063
O	5.7282	6.5815	27.5687
O	2.7953	10.0054	26.274
O	4.5089	4.5509	20.6905
O	15.0652	-0.6627	28.5709
O	-1.5898	-8.4683	21.1087
O	-11.4406	-3.905	22.1555
O	-7.6903	-0.3901	22.0126
N	-15.4825	4.5151	22.8911
O	7.5487	13.0803	23.6503
O	21.6621	4.3542	21.8515
O	16.662	-2.4725	18.235
O	15.8732	-2.7959	29.7627
N	-11.8994	-9.8967	18.8692
O	11.6983	12.6437	27.3078
O	7.3946	4.5299	27.7314
O	1.5498	-0.054	19.1066
O	-0.5346	5.7596	33.9823
O	6.0313	-6.2985	18.5806
O	9.0786	12.4228	27.1429
O	1.7401	17.1609	21.2067
O	14.4344	3.6778	18.3385
O	8.3701	10.7079	22.9694
O	1.0691	5.7517	23.688
O	5.0262	1.8842	22.529
O	7.4807	10.5928	28.0782
O	-2.9831	13.3804	29.4062
N	1.5705	-1.3632	28.7051
O	-6.4202	3.9419	27.0829
O	-5.5691	-7.9474	24.8429
O	-2.2694	-5.7664	18.3839
O	-6.7864	6.3066	18.746
O	-14.017	10.3552	17.9845
N	-11.7011	11.9564	24.7545
O	-3.3466	-2.0449	21.2313
O	3.7586	-5.1845	29.014
O	11.4516	12.8273	22.6479
O	12.0539	13.5947	31.9778
O	3.0216	4.3035	32.9373
O	-0.1553	10.2888	26.6777
O	-3.4095	17.8722	23.14
O	3.8281	1.9352	31.8461
O	7.012	5.5636	25.3433
O	12.768	0.9787	29.7554
O	2.0722	20.0082	33.7171
O	11.0315	13.7487	29.5607
O	-3.3581	22.0913	25.4604
O	5.0081	5.0443	31.6592
N	6.4757	2.2899	31.6685
O	12.7358	11.943	24.749
N	12.1136	-2.0929	20.793
O	-1.7431	16.9511	29.4414
O	13.5312	14.1504	28.8007
O	7.7575	2.6492	18.8985
O	-7.0757	12.3896	26.4439
O	-0.5354	-2.8845	28.0434
O	9.126	5.1326	23.7354
O	8.4704	7.5779	34.233
O	10.192	4.5464	31.3149
N	-4.4958	2.0843	27.2282
O	-8.4754	-2.8389	23.0583
O	18.8656	11.0323	30.6541
O	13.5365	2.0357	34.1023
O	21.2685	6.7171	19.626

Results
free energy: -152234.989 eV
free energy less fixed offsets of N -386.36, O -570.45, Si -639.56 eV per atom: -2.469 eV

Forces (eV/angstrom), in the order of the atoms: element, x, y, z
Si	0.0086	-0.0048	-0.0636
Si	0.0023	-0.0096	-0.0529
Si	-0.0022	-0.0001	-0.0516
Si	-0.0041	0	-0.0764
Si	-0.001	0.015	-0.0696
Si	-0.0013	-0.0058	-0.0281
Si	-0.006	0.0022	-0.0589
Si	0.0016	-0.004	-0.0485
Si	-0.0003	-0.0051	0.0048
Si	-0.001	-0.0004	0.0038
Si	0.0042	0.0033	0.0022
Si	-0.005	-0.0035	-0.0025
Si	-0.0005	0.0048	-0.0038
Si	-0.0004	0.0012	0.001
Si	0.0014	-0.0054	0.0017
Si	0.0025	0.0005	0.0039
Si	0.0011	-0.003	0.0014
Si	0.0044	-0.0035	0.0007
Si	0.002	-0.0002	-0.0043
Si	-0.0007	0.0023	0.0019
Si	0.0007	0.0043	0.0045
Si	0.0024	-0.0018	-0.0039
Si	-0.0052	0.0014	0.0022
Si	-0.0045	0.0022	0.0008
Si	0.0016	0.0026	-0.0036
Si	-0.0014	0.0003	0.0008
Si	-0.0007	-0.0011	0.0035
Si	0.0009	0.0004	-0.0006
Si	0.0022	0.0004	0.001
Si	-0.0002	0.0018	0.0024
Si	-0.0002	-0.0017	-0.0043
Si	-0.0005	0.0019	-0.004
Si	0.0013	-0.0025	0.0011
Si	0.0041	-0.0021	0.0003
Si	-0.0008	0.0015	0.0024
Si	0.0019	0.0005	-0.001
Si	-0.0006	0.0007	0.0025
Si	0.0001	0.0007	0.0036
Si	0.0005	0.0009	0.0013
Si	0.0016	-0.0011	0.0014
Si	0.0025	0.0006	0
Si	0	0.0009	-0.0001
Si	0.0015	-0.0009	-0.0008
Si	0.0011	-0.0001	0.002
Si	-0.0002	-0.0018	0.0007
Si	0.001	0	0
Si	-0.0011	0.0018	-0.0002
Si	-0.0001	-0.0014	-0.0003
Si	0.0003	-0.0003	0
Si	0.0009	-0.001	-0.0022
Si	0.0013	0.0009	-0.0032
Si	0.0012	0.0017	-0.002
Si	0.003	0.0005	0.0004
Si	0.002	0.0014	-0.0015
Si	0.0004	-0.0002	0.0015
Si	0.0011	0.0003	0.0004
Si	0.002	0.0012	0.0014
Si	0.0019	0	0.0005
Si	0.0024	-0.0019	-0.0037
Si	0.0027	0.0004	0.0024
Si	-0.0021	0.0012	0.0019
Si	0.0001	0.0001	0.0011
Si	0.0014	-0.0008	-0.0022
Si	-0.001	0.0006	0.0027
Si	-0.0011	-0.0018	-0.0026
Si	0.0016	0.0006	0.0017
Si	-0.0004	0.0018	-0.0021
Si	-0.0008	0.0016	0.0026
Si	-0.0007	-0.0006	-0.0047
Si	-0.003	0.0022	0.0041
Si	-0.0003	-0.0001	0.0014
Si	-0.0016	-0.0022	-0.0038
Si	0.0007	0.0004	0.0021
Si	0.0022	-0.0046	0.0045
Si	-0.0008	-0.0023	-0.0062
Si	0.0015	0.0007	0.0008
Si	-0.001	0.0026	0.003
Si	0.001	0.0037	0.0028
Si	0.0043	0	-0.005
Si	-0.0014	-0.0003	-0.0052
Si	-0.0005	-0.0004	0.0029
Si	0.0019	0.0009	0.0011
Si	-0.0036	0.0003	-0.0049
Si	-0.0006	0.0047	-0.0064
Si	0.0029	-0.0015	-0.0012
Si	0.0008	-0.0025	-0.006
Si	0.0018	-0.0005	0.001
Si	0.005	-0.001	-0.0071
Si	0.013	-0.0058	0.0404
Si	-0.0035	0.0063	0.0537
Si	-0.0017	0.0053	0.0395
Si	0.0034	0.0075	0.0634
Si	0.0053	-0.0078	0.0544
Si	-0.0052	-0.0065	0.0579
Si	0.0059	-0.0117	0.0539
Si	0.0071	0.0108	0.0581
Si	0.0097	-0.0104	0.07
Si	0.0102	-0.0075	0.1429
Si	-0.003	-0.0036	0.0366
Si	0.0011	0.0017	0.0217
Si	0.0019	0.0164	0.1028
Si	0.0091	0.0072	0.1133
Si	-0.0007	0.0067	-0.017
Si	0.0046	0.006	-0.0263
Si	0.0056	0.0018	-0.058
Si	0.0069	0.0009	0.101
Si	-0.0086	0.0027	-0.0433
Si	-0.0049	0.0023	0.0836
Si	-0.0097	0.0074	0.0521
Si	0.0092	-0.0053	0.0871
Si	-0.0001	-0.0007	0.0336
Si	-0.0038	0.0073	0.0817
Si	-0.0015	0.0092	0.0286
Si	0.0057	0.0085	0.0742
Si	0.0011	-0.0062	0.0178
Si	-0.0033	0.0061	0.1119
Si	-0.0072	-0.005	0.058
Si	-0.0124	-0.008	-0.1039
Si	0.0072	0.0065	0.0568
Si	0.0002	0.0078	0.0191
Si	0.0011	0.0039	0.0991
Si	-0.013	0.0018	0.105
Si	0.001	0.0041	-0.0017
Si	0.0046	-0.0044	-0.0697
Si	0.0102	0.0144	0.0484
Si	0.0179	0.0074	-0.0878
Si	0.0016	-0.0038	0.015
Si	0.0015	-0.018	-0.0569
Si	-0.0193	-0.0026	-0.0849
Si	0.0041	-0.0215	-0.0895
Si	-0.0064	0.0027	-0.0361
Si	-0.0073	-0.003	0.0826
Si	0.012	0.0075	-0.1161
Si	0.0143	-0.0122	-0.0828
Si	-0.0037	-0.0027	-0.0392
Si	-0.0034	0.0027	-0.1047
Si	-0.0027	-0.0013	-0.1105
Si	0	-0.0024	-0.0448
Si	-0.006	-0.0105	-0.0166
Si	-0.0032	0.0015	-0.0519
Si	0.0074	-0.0313	-0.1007
Si	-0.0086	-0.0055	-0.0112
Si	-0.0043	-0.0195	-0.0733
Si	-0.0016	0.0098	-0.047
O	0.0058	-0.0051	0.0288
O	-0.0058	0.0044	0.0239
O	-0.001	0.0033	0.0297
O	-0.0002	-0.0004	-0.0109
O	-0.005	0.0054	0.0297
O	0.0088	0.0091	0.0234
O	-0.0094	0.0019	0.0349
O	-0.0138	0.0229	0.0475
O	0.0065	-0.0308	0.0979
O	0.0119	0.0242	0.0677
O	-0.0055	-0.0001	0.0181
O	0.0025	-0.0024	0.0334
O	0.0019	0.0021	0.0156
O	0.0213	-0.0052	0.0615
O	-0.0181	0.0202	0.0692
O	-0.0018	-0.005	0.0304
O	-0.0188	0.0204	-0.0594
O	-0.0022	-0.0027	-0.0329
O	-0.0037	-0.0202	-0.0593
O	0.0002	0.0025	-0.0275
O	0.0114	0.0058	-0.0612
O	-0.011	0.0134	-0.0623
O	-0.0042	-0.0047	0.0248
O	0.0031	0.0244	0.0419
O	-0.0013	0.0018	0.0218
O	0.0139	0.017	-0.0392
O	0.0054	0.0146	-0.0792
N	0.0016	-0.0035	0.0439
O	0.0198	-0.0171	-0.053
O	0.0271	0.0212	-0.0456
O	0.0095	-0.0157	-0.0436
O	-0.0116	0.0221	-0.0497
O	-0.0186	-0.0103	-0.0626
O	0.0175	-0.0128	-0.0406
O	0.0004	0.0009	-0.0206
O	-0.0178	-0.0132	0.0791
O	0.009	-0.0002	-0.0312
O	0.0073	-0.0208	-0.0486
O	0.0142	-0.0044	-0.0437
O	0.002	-0.0195	-0.0846
O	0.0095	-0.0017	-0.0174
O	0.0017	-0.0041	-0.0191
O	0.0061	0.0005	-0.0114
O	-0.0121	0.0105	-0.0898
O	-0.0019	0.0038	-0.0274
O	-0.0077	0.0002	0.012
O	0.002	-0.0046	0.0107
O	-0.007	-0.0064	-0.0446
O	0.0052	-0.0002	0.0357
O	-0.0075	-0.0106	-0.0364
O	0.0046	0.0083	-0.0256
O	-0.0072	-0.0064	-0.0174
N	-0.0042	0.0069	-0.0187
O	-0.0017	0.0002	-0.0131
O	0.0008	-0.0138	-0.0234
O	0.0048	0.0039	-0.0359
O	-0.0019	0.0123	0.028
N	0.0004	-0.0127	-0.0486
O	0.0052	0.0021	0.0217
O	-0.0044	-0.007	0.0191
O	-0.0021	0.0057	-0.033
O	0.0184	-0.0186	0.0543
O	0.0135	-0.0053	-0.0328
O	-0.0008	-0.0013	0.0069
O	-0.0048	0.0058	-0.0403
O	-0.0212	-0.0231	-0.0544
O	-0.0057	-0.0061	-0.0241
O	0	0.0037	-0.0102
O	-0.0021	-0.0023	-0.0054
O	0.003	-0.0069	0.0219
O	0.0051	-0.0039	0.047
N	-0.0015	0.0038	0.0318
O	-0.0035	0.0042	0.0226
O	0.0018	0.0022	0.0001
O	-0.0065	-0.0128	-0.0319
O	0.0019	0.0189	-0.0385
O	0.002	-0.0083	-0.0404
N	0.0006	0.0003	-0.0055
O	0.0007	-0.0037	-0.02
O	-0.0011	-0.006	0.0148
O	-0.0089	0.0126	-0.0358
O	0.0328	-0.0028	0.0474
O	-0.0002	0.0079	0.0393
O	-0.0009	0.0017	0.0212
O	-0.0001	0.0055	-0.0217
O	-0.015	0.0076	0.0417
O	0.0026	0.0021	0.0017
O	0.0001	-0.0089	0.0297
O	0.0224	-0.0246	0.0486
O	-0.011	0.0019	0.0501
O	-0.001	0.0014	0.0054
O	-0.027	0.0232	0.0602
N	-0.0159	-0.008	0.0464
O	-0.0032	-0.0028	-0.0043
N	-0.0018	0.0021	-0.048
O	-0.005	-0.02	0.0514
O	-0.0034	-0.0025	0.0195
O	-0.0063	0.017	-0.0457
O	0.0028	0.001	0.0058
O	-0.0045	-0.0023	0.0114
O	0.0023	0.0022	-0.01
O	-0.023	0.0182	0.0563
O	-0.0102	0.0054	0.0222
N	-0.0008	0.0028	0.0188
O	-0.0051	0.0011	-0.0197
O	-0.0062	0.0229	0.0334
O	-0.0059	0.0011	0.0756
O	-0.0175	-0.0035	-0.0447

The program warned: the cutoff lies below the one the program advises for these potential files; the forces do not sum to zero within the program's tolerance; empty levels may hold ghost states of the PAW files; the exchange-correlation potential is rough where the density is thin.
